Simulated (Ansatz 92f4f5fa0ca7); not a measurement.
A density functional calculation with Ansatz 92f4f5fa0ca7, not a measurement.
Periodic cell of 534 atoms, Si286O176H72, with a vacuum gap, from a study of silicon, its oxide and their interface. The atomic structure is a simulated model.

Settings
functional: r2SCAN
potential files: Ansatz PAW
basis: plane waves
wave-function cutoff: 800 eV
density cutoff ratio: 5
exchange-correlation grid ratio: 1
k mesh: 1 x 1 x 1, Gamma-centred
self-consistency stop: 2e-11 eV per atom in the density residual
occupations: fixed
spin: none
net charge: 0
applied field: sawtooth along c, amplitude +0.015 V/angstrom in the program's sign convention, ramp centred at 0.9881 of c and 0.0238 of c wide, no dipole correction

Cell vectors (angstrom)
a	16.3305	0	0
b	0	16.3305	0
c	0	0	41.9892

Atoms and the computed forces on them: element, x, y, z (angstrom), force x, y, z (eV/angstrom)
Si	-0.055	-0.107	28.649	0.002	0.001	0.022
Si	2.843	2.356	28.28	-0.001	-0.009	0.049
Si	-0.282	5.632	28.507	-0.008	-0.002	0.042
Si	2.56	8.206	28.336	-0.007	0.007	0.041
Si	0.478	10.579	28.401	0.004	0	0.051
Si	2.075	14.001	28.225	0.01	0.016	0.05
Si	5.141	0.238	28.214	-0.005	0.01	0.044
Si	8.032	3.135	28.169	-0.01	0.004	0.043
Si	5.572	5.045	28.356	0.005	-0.006	0.043
Si	7.87	8.234	28.431	-0.004	0.004	0.049
Si	5.628	10.412	28.358	0.011	0	0.036
Si	8.418	13.227	28.12	0.005	-0.004	0.045
Si	11.348	-0.23	27.835	0.008	-0.014	0.064
Si	14.227	2.184	28.302	0.004	-0.006	0.044
Si	11.318	5.992	28.358	0.006	0.002	0.042
Si	14.042	7.97	28.782	-0.002	-0.002	0.037
Si	10.47	10.838	28.289	-0.005	-0.003	0.045
Si	13.081	13.416	28.022	0.001	0.01	0.067
Si	1.383	1.293	29.807	0.001	-0.004	-0.007
Si	4.046	3.882	29.662	0.007	0.002	-0.014
Si	1.388	6.73	29.72	-0.002	0.001	-0.002
Si	4.087	9.36	29.719	-0.003	-0.002	0.001
Si	1.388	12.276	29.719	-0.008	-0.009	-0.006
Si	3.957	14.949	29.447	-0.004	0.002	-0.001
Si	6.849	1.416	29.418	-0.003	0.002	0
Si	9.629	4.398	29.399	-0.009	-0.009	-0.006
Si	6.678	6.683	29.662	0.002	0.003	-0.016
Si	9.375	9.431	29.761	-0.003	0	-0.013
Si	6.792	12.145	29.497	0.002	-0.001	0
Si	9.608	14.954	29.246	-0.006	-0.008	0.004
Si	12.346	1.273	29.403	0.004	0	-0.004
Si	15.014	3.943	29.72	0.004	0.005	-0.001
Si	12.417	6.954	30.09	0.003	0.001	-0.016
Si	15.235	9.578	29.825	-0.003	-0.009	-0.011
Si	12.104	12.009	29.578	0.001	0.009	-0.013
Si	14.807	14.641	29.503	0.007	0.009	-0.004
Si	0.066	2.7	31.118	0.003	-0.007	-0.003
Si	2.752	-0.105	31.046	-0.007	0.013	-0.007
Si	0.145	8.129	31.159	-0.006	0.004	0
Si	2.753	5.335	31.012	0.001	-0.009	0.012
Si	-0.106	13.508	31.02	0.003	0.003	0.007
Si	2.802	10.883	31.007	0.002	0.007	0.013
Si	5.501	2.618	30.98	0.002	-0.001	0.005
Si	8.217	-0.037	30.692	-0.009	0.002	0.01
Si	5.41	8.044	31.095	0.008	0.001	0.01
Si	8.201	5.456	30.963	-0.003	0.008	0.003
Si	5.4	13.574	30.785	0.002	0.003	0.006
Si	8.074	10.878	31.044	0.014	-0.011	-0.005
Si	10.941	2.785	30.692	0.005	-0.005	0.009
Si	13.559	-0.158	30.875	0.005	-0.007	0.003
Si	10.843	8.244	31.173	0.001	-0.007	0.001
Si	13.666	5.301	31.142	-0.007	0	-0.011
Si	10.853	13.596	30.838	0.006	-0.004	0.007
Si	13.623	10.852	30.988	-0.003	-0.004	0.012
Si	1.409	4.051	32.446	-0.004	0.011	0.012
Si	4.139	1.281	32.358	-0.026	-0.001	0.009
Si	1.457	9.547	32.437	-0.02	-0.012	0.011
Si	4.064	6.706	32.423	-0.008	0.023	0.016
Si	1.316	14.896	32.342	0.006	-0.002	0.01
Si	4.143	12.255	32.321	-0.008	-0.007	0.022
Si	6.843	4.048	32.305	-0.018	-0.013	0.02
Si	9.556	1.372	32.086	0.005	0.009	0.032
Si	6.761	9.484	32.399	-0.002	-0.002	0.026
Si	9.489	6.793	32.41	-0.001	0.002	0.018
Si	6.818	14.959	32.127	-0.005	-0.006	0.029
Si	9.501	12.279	32.29	-0.012	-0.003	0.026
Si	12.206	3.972	32.337	0.001	0.014	0.015
Si	14.942	1.249	32.284	-0.003	0.013	0.025
Si	12.263	9.577	32.432	0.015	-0.01	0.013
Si	15.033	6.748	32.418	-0.005	-0.001	0.016
Si	12.2	14.912	32.292	-0.002	-0.003	0.023
Si	14.905	12.211	32.412	0.006	0.003	0.022
Si	-0.01	-0.042	33.697	-0.005	0.01	0.217
Si	2.785	2.665	33.734	0.033	-0.038	0.207
Si	0.042	5.413	33.783	0.004	-0.031	0.231
Si	2.764	8.142	33.774	0.021	-0.014	0.237
Si	0	10.875	33.728	0.015	-0.002	0.219
Si	2.725	13.57	33.686	-0.001	0.013	0.193
Si	5.515	-0.07	33.645	0.024	-0.009	0.189
Si	8.214	2.658	33.599	-0.005	-0.018	0.195
Si	5.486	5.385	33.724	0.052	-0.034	0.237
Si	8.148	8.164	33.762	0.026	-0.017	0.217
Si	5.44	10.889	33.733	0	0.012	0.206
Si	8.131	13.644	33.616	0.015	0.013	0.181
Si	10.848	0.022	33.577	0	-0.028	0.185
Si	13.589	2.626	33.673	0.021	-0.017	0.197
Si	10.874	5.387	33.692	0.015	-0.017	0.198
Si	13.624	8.135	33.718	-0.016	0.024	0.209
Si	10.88	10.966	33.715	-0.025	-0.006	0.235
Si	13.568	13.615	33.726	-0.014	0.042	0.22
Si	1.366	1.326	35.057	0.071	-0.025	0.234
Si	4.13	4.042	35.093	0.062	-0.199	0.362
Si	1.378	6.796	35.112	0.034	-0.023	0.562
Si	4.094	9.534	35.113	0.076	-0.053	0.388
Si	1.355	12.246	35.079	0.095	-0.05	0.279
Si	4.108	14.953	35.019	0.059	-0.139	0.172
Si	6.847	1.323	35.004	0.094	-0.11	0.06
Si	9.514	4.024	35.031	0.066	-0.002	0.212
Si	6.788	6.793	35.104	0.107	-0.058	0.321
Si	9.534	9.559	35.059	-0.041	-0.008	0.295
Si	6.816	12.278	35.037	0.002	-0.025	0.19
Si	9.488	15.021	34.986	-0.054	-0.027	-0.048
Si	12.203	1.317	35.032	0.137	-0.051	0.157
Si	14.95	4.026	35.042	0.086	-0.082	0.248
Si	12.248	6.765	35.041	-0.007	-0.031	0.314
Si	14.975	9.517	35.068	0.015	-0.132	0.425
Si	12.217	12.292	35.108	-0.06	0.09	0.427
Si	14.964	14.959	35.079	-0.072	0.042	0.245
Si	0.004	2.705	6.92	-0.021	0.09	-0.272
Si	2.748	-0.023	6.919	-0.065	0.057	-0.151
Si	-0.007	8.159	6.933	-0.026	-0.003	-0.51
Si	2.759	5.436	6.941	-0.134	0.068	-0.368
Si	0.018	13.622	6.968	0.006	0.006	-0.129
Si	2.702	10.892	6.956	0.001	0.113	-0.322
Si	5.486	2.66	6.922	-0.151	0.107	-0.216
Si	8.174	0.017	6.94	-0.103	0.049	-0.087
Si	5.44	8.177	6.983	-0.093	0.099	-0.301
Si	8.162	5.393	6.91	0.025	0.099	-0.331
Si	5.46	13.634	6.922	-0.058	0.092	-0.241
Si	8.167	10.924	6.925	-0.087	-0.024	-0.254
Si	10.871	2.697	6.936	-0.046	0.085	-0.103
Si	13.586	0.001	6.914	0.037	0.088	-0.329
Si	10.914	8.174	6.892	-0.007	-0.022	-0.326
Si	13.594	5.4	6.923	-0.025	0.091	-0.204
Si	10.84	13.685	6.914	0.057	-0.128	-0.231
Si	13.623	10.911	6.921	0.01	0.03	-0.326
Si	1.381	4.077	8.268	-0.002	-0.005	-0.213
Si	4.087	1.341	8.299	-0.021	0.03	-0.202
Si	1.341	9.509	8.292	0.018	-0.01	-0.243
Si	4.063	6.817	8.334	0.004	0.009	-0.211
Si	1.394	14.993	8.334	-0.035	0.016	-0.188
Si	4.063	12.312	8.264	-0.028	0.002	-0.211
Si	6.815	4.032	8.29	-0.041	0.031	-0.234
Si	9.508	1.379	8.339	-0.017	0.015	-0.178
Si	6.797	9.577	8.301	-0.015	0.021	-0.201
Si	9.545	6.787	8.208	-0.023	0.018	-0.225
Si	6.802	15.008	8.313	-0.002	0.004	-0.178
Si	9.492	12.319	8.28	0.031	-0.018	-0.214
Si	12.231	4.057	8.31	0.003	-0.002	-0.193
Si	14.942	1.374	8.269	0.016	-0.017	-0.217
Si	12.271	9.547	8.263	-0.035	0.025	-0.232
Si	14.951	6.799	8.254	-0.013	-0.007	-0.209
Si	12.231	15.005	8.287	0.014	-0.031	-0.233
Si	14.966	12.268	8.314	-0.013	0.022	-0.201
Si	-0.019	0.05	9.631	0.011	-0.002	-0.006
Si	2.708	2.705	9.652	-0.004	-0.004	-0.017
Si	0.031	5.484	9.578	-0.003	-0.008	-0.024
Si	2.694	8.2	9.697	0.006	-0.001	-0.019
Si	-0.008	10.863	9.639	-0.004	0.011	-0.016
Si	2.771	13.647	9.722	0.015	0.004	-0.019
Si	5.437	0.02	9.706	0.008	0.001	-0.021
Si	8.146	2.732	9.74	0.004	-0.009	-0.023
Si	5.409	5.372	9.609	0.002	0.004	-0.007
Si	8.187	8.139	9.544	0.003	-0.003	-0.004
Si	5.418	11.003	9.624	0.023	0.001	-0.01
Si	8.158	13.67	9.699	0.008	0.008	-0.021
Si	10.919	0.046	9.671	-0.009	-0.003	-0.031
Si	13.624	2.724	9.684	-0.009	0	-0.029
Si	10.856	5.453	9.634	-0.007	-0.001	-0.018
Si	13.61	8.165	9.629	0.017	0.006	-0.019
Si	10.913	10.966	9.564	-0.01	-0.02	-0.012
Si	13.592	13.66	9.654	0.024	0	-0.013
Si	1.272	1.436	11.03	0.003	-0.004	-0.003
Si	4.056	4.042	11.035	0.005	-0.004	-0.006
Si	1.317	6.808	11.034	-0.003	-0.006	-0.004
Si	4.059	9.665	10.97	0.006	-0.002	-0.005
Si	1.381	12.204	10.965	-0.007	0.006	-0.007
Si	4.105	15.046	11.156	-0.008	0.004	-0.008
Si	6.752	1.382	11.115	-0.004	-0.004	-0.002
Si	9.518	4.136	11.069	0.003	0.008	-0.009
Si	6.822	6.729	10.858	-0.005	0.012	0
Si	9.54	9.566	10.817	-0.009	0.006	0.007
Si	6.693	12.395	11.049	0.007	-0.018	-0.006
Si	9.592	15.013	11.033	-0.004	-0.005	-0.001
Si	12.275	1.364	11.084	0.007	-0.002	-0.007
Si	15.024	4.163	10.939	0.004	0.001	0.001
Si	12.223	6.822	10.969	-0.006	0.004	-0.009
Si	14.967	9.508	11.012	-0.007	0.003	-0.002
Si	12.227	12.312	11.007	-0.011	0.007	-0.006
Si	14.979	15.028	11	-0.004	0.007	-0.003
Si	0.012	2.922	12.422	-0.003	-0.006	0
Si	2.555	0.044	12.403	0	0.004	0.002
Si	-0.02	8.186	12.433	0.001	-0.002	-0.005
Si	2.689	5.417	12.366	0.007	0.008	0.002
Si	-0.007	13.55	12.239	-0.001	0.002	0.003
Si	2.738	10.997	12.465	0	-0.003	-0.003
Si	5.294	2.68	12.524	0.001	0.004	0.001
Si	8.272	0.055	12.369	0.002	0.007	0.001
Si	5.49	8.187	12.054	0.002	-0.002	0.011
Si	8.049	5.447	12.417	-0.003	0.004	-0.001
Si	5.508	13.776	12.652	0.003	0.003	-0.006
Si	8.124	10.922	12.11	0.01	-0.003	0.011
Si	10.958	2.811	12.415	-0.01	-0.007	-0.004
Si	13.695	0.047	12.478	0	-0.007	0.001
Si	10.862	8.239	12.242	-0.008	0.001	0.001
Si	13.658	5.495	12.272	-0.003	-0.005	-0.002
Si	10.919	13.705	12.467	0.002	-0.008	0.005
Si	13.596	10.89	12.308	0.002	0.009	0
Si	1.549	4.029	13.921	-0.001	0	0.026
Si	3.57	1.601	13.806	-0.002	-0.012	0.019
Si	1.653	9.286	13.681	0.003	-0.004	0.035
Si	3.964	7.064	13.356	0.01	-0.001	0.024
Si	1.386	14.739	13.642	-0.009	0.004	0.022
Si	3.759	12.667	13.83	0	-0.005	0.035
Si	6.906	3.83	13.8	0	-0.005	0.029
Si	9.336	1.694	13.667	0	0.003	0.037
Si	7.029	9.309	13.359	-0.008	0.01	0.017
Si	9.24	7.141	13.482	0.006	0	0.026
Si	7.043	15.234	13.947	0.001	0.007	0.038
Si	9.604	12.041	13.482	-0.014	-0.005	0.023
Si	12.604	3.958	13.658	0.003	0.01	0.029
Si	14.819	1.757	13.723	0.009	-0.001	0.021
Si	11.919	9.873	13.57	-0.005	0	0.028
Si	14.832	6.889	13.734	-0.005	0.001	0.033
Si	12.662	14.702	13.794	0.001	0.006	0.029
Si	14.836	12.386	13.598	0.003	-0.002	0.025
Si	-2.95	8.757	15.779	0.003	-0.004	0.077
Si	16.909	2.777	23.618	-0.002	0.009	0.087
Si	17.602	20.515	26.186	0.008	0.005	0.081
Si	-3.442	2.743	22.982	-0.002	0.002	0.078
Si	-6.933	17.547	20.38	-0.01	0.002	0.074
Si	-10.369	22.642	24.391	-0.011	0.004	0.074
Si	8.828	-6.913	17.789	-0.004	-0.004	0.056
Si	15.925	0.091	20.334	-0.01	0.006	0.069
Si	-21.251	17.772	18.275	-0.002	-0.004	0.091
Si	-4.036	12.651	25.024	0.011	0	0.08
Si	1.789	10.776	21.317	0.004	0.013	0.088
Si	14.75	8.661	19.905	-0.01	-0.002	0.069
Si	-5.004	7.406	17.674	-0.003	0.004	0.076
Si	15.109	11.15	16.349	-0.001	0.006	0.084
Si	5.102	15.235	21.097	0.003	0.005	0.083
Si	16.985	-5.862	18.655	0.001	0.007	0.092
Si	8.164	13.253	15.896	0.006	-0.013	0.075
Si	15.045	13.696	24.342	-0.004	-0.006	0.064
Si	10.711	-10.949	15.585	-0.008	0.004	0.068
Si	3.402	18.035	23.121	-0.004	0.001	0.051
Si	-6.469	28.645	18.272	0.016	-0.001	0.082
Si	-0.962	27.464	22.724	0.003	0.013	0.08
Si	12.718	4.028	26.649	0.008	-0.011	0.068
Si	4.132	8.698	20.967	-0.002	0.006	0.063
Si	1.801	8.544	16.526	0.004	0.003	0.08
Si	5.071	11.693	25.742	0.003	0.001	0.077
Si	6.545	8.029	19.558	-0.011	0.005	0.082
Si	3.602	6.227	26.134	-0.004	0	0.075
Si	6.321	30.777	26.16	0.004	0.006	0.081
Si	21.66	-27.258	18.5	-0.011	0.01	0.083
Si	-6.834	-3.497	23.782	0	-0.001	0.068
Si	5.23	28.52	16.532	0.005	0.005	0.078
Si	-3.272	31.847	16.706	-0.007	0.006	0.083
Si	21.902	20.035	22.89	0.013	0.003	0.073
Si	20.041	21.889	21.035	0.001	-0.005	0.075
Si	10.442	3.943	21.46	-0.004	0.005	0.074
Si	-3.018	1.208	20.512	0.006	-0.004	0.072
Si	8.301	23.854	25.617	0.006	0.002	0.073
Si	19.208	-1.103	23.05	-0.006	-0.009	0.056
Si	-5.604	12.704	21.126	-0.003	0.005	0.089
Si	16.535	-10.562	16.131	-0.011	0.008	0.084
Si	17.955	-0.272	18.328	0.001	0.005	0.082
Si	6.527	-7.611	22.403	0.011	0	0.085
Si	13.071	9.783	24.09	-0.02	-0.001	0.084
Si	4.342	-18.029	18.111	-0.006	0.008	0.094
Si	12.336	5.864	20.002	-0.002	-0.015	0.08
Si	7.727	10.418	24.508	-0.007	-0.001	0.063
Si	19.06	-20.393	23.837	0.001	-0.008	0.079
Si	26.259	5.475	23.903	-0.009	0.007	0.075
Si	6.653	3.183	16.784	-0.004	0.005	0.073
Si	22.786	9.627	16.183	0.009	-0.006	0.06
Si	0.752	12.384	26.053	0.008	-0.006	0.082
Si	31.457	5.754	18.937	-0.009	0.001	0.085
Si	26.168	2.995	25.627	-0.007	-0.005	0.069
Si	7.218	-1.316	23.222	-0.001	-0.013	0.072
Si	13.251	-5.233	20.336	0.004	-0.006	0.079
Si	9.608	19.044	16.326	0.012	0.005	0.078
Si	-16.513	16.174	23.106	-0.001	-0.003	0.064
Si	-9.498	1.186	21.691	-0.001	0.001	0.062
Si	-5.035	-0.631	21.992	0	0.001	0.054
Si	4.624	-9.065	16.24	0.005	-0.006	0.068
Si	5.24	16.824	15.989	0	-0.01	0.081
Si	18.333	1.849	20.324	0.005	0.009	0.071
Si	0.916	4.431	20.938	0.004	-0.017	0.072
Si	-2.765	7.596	22.306	-0.012	0.004	0.079
Si	13.125	5.45	24.154	-0.007	-0.008	0.074
Si	29.224	28.993	17.799	-0.004	-0.011	0.07
Si	28.306	8.617	26.748	-0.005	0	0.075
Si	11.374	17.119	24.699	-0.012	-0.002	0.079
Si	32.383	-0.052	15.871	0.007	-0.003	0.084
O	1.35	-0.635	22.92	0	0.003	-0.018
O	1.069	-1.058	27.87	0.009	-0.011	-0.02
O	5.256	13.231	26.225	-0.003	-0.007	-0.028
O	2.021	2.997	27.014	-0.016	0.017	-0.043
O	-0.308	1.407	23.541	0	-0.007	-0.027
O	10.033	1.717	24.65	0.006	-0.009	-0.034
O	17.481	4.644	15.409	0.012	-0.02	-0.053
O	1.513	9.396	27.953	-0.001	0	-0.013
O	-6.28	22.94	14.788	-0.013	0.008	-0.041
O	-2.756	12.181	19.181	-0.004	0.017	-0.051
O	27.994	-9.235	19.209	-0.012	0.016	-0.05
O	9.775	17.827	15.247	-0.003	-0.011	-0.054
O	-4.036	16.749	17.408	0.013	-0.02	-0.04
O	11.391	-16.058	26.253	-0.003	0.013	-0.061
O	12.384	4.786	28.025	0.004	-0.011	-0.035
O	25.025	7.523	27.195	0.003	-0.009	-0.053
O	15.426	15.751	21.707	-0.001	0.003	-0.047
O	1.984	13.154	26.807	-0.011	-0.015	-0.042
O	10.973	9.869	27.05	0.011	-0.011	-0.034
O	6.78	4.112	27.744	0.002	0.001	-0.02
O	2.577	2.813	14.259	0	0.004	-0.018
O	16.782	-0.832	19.323	0.018	-0.005	-0.043
O	13.363	21.501	25.715	0.004	0.013	-0.048
O	10.81	13.234	24.68	-0.015	0	-0.03
O	11.532	5.671	23.972	0	0	-0.024
O	13.65	2.813	14.218	-0.007	0.005	-0.014
O	25.657	4.294	24.834	0.002	0.017	-0.042
O	5.796	-0.583	26.958	0.011	-0.022	-0.042
O	9.584	2.792	20.733	-0.003	-0.012	-0.03
O	6.227	16.355	14.8	0.015	-0.014	-0.037
O	15.33	1.029	27.87	-0.011	0.007	-0.018
O	23.495	-8.168	21.039	-0.001	-0.009	-0.062
O	26.443	8.465	17.567	0.005	-0.001	-0.021
O	8.583	14.15	23.438	0	0.005	-0.027
O	5.071	14.81	19.544	-0.013	-0.011	-0.069
O	15.797	13.314	25.725	-0.014	0.009	-0.037
O	-7.538	18.942	26.804	0.021	-0.002	-0.049
O	-0.394	9.658	19.556	0.013	0.008	-0.035
O	3.858	0.85	15.235	-0.005	0.009	-0.043
O	2.742	-1.408	18.094	0.005	-0.005	-0.029
O	-2.565	24.197	14.485	0.012	-0.014	-0.041
O	-8.216	14.635	15.048	-0.013	0.016	-0.033
O	-0.883	6.043	14.975	-0.014	0.008	-0.051
O	8.052	9.752	16.411	-0.012	0.003	-0.035
O	-17.268	15.259	24.177	0.006	0.015	-0.029
O	6.534	-12.285	15.393	0	0.01	-0.062
O	-7.396	13.261	17.323	-0.02	0.009	-0.044
O	-4.92	19.464	22.469	-0.012	0.005	-0.028
O	0.835	0.24	17.011	-0.023	0.002	-0.058
O	-1.68	-0.589	16.481	0.01	0.002	-0.029
O	17.898	9.378	17.888	0.01	-0.021	-0.044
O	13.381	-6.767	19.755	0.001	-0.004	-0.028
O	7.797	17.365	20.397	0.013	0	-0.03
O	4.551	13.089	17.679	0.01	-0.019	-0.04
O	17.948	3.361	19.928	0.001	-0.001	-0.024
O	12.09	4.845	14.937	0.013	-0.018	-0.037
O	11.328	15.921	23.605	0.002	-0.019	-0.064
O	12.271	9.734	15.162	-0.007	0.004	-0.049
O	7.448	16.601	22.905	-0.004	0.016	-0.038
O	0.604	1.24	20.855	0.003	-0.003	-0.033
O	4.232	12.078	15.27	-0.017	0.007	-0.06
O	9.487	12.032	27.683	0.001	0.003	-0.017
O	22.111	1.826	16.707	-0.005	-0.009	-0.024
O	22.777	-1.447	24.624	0.011	0.009	-0.063
O	20.322	1.314	27.696	0.004	-0.001	-0.018
O	13.766	-2.804	14.097	-0.002	0.001	-0.012
O	14.659	10.219	23.901	0.011	0.008	-0.032
O	10.751	10.956	13.731	0.007	0	-0.012
O	6.248	14.472	21.999	-0.017	0.002	-0.036
O	19.267	13.878	23.921	-0.001	0.016	-0.037
O	12.663	18.029	24.214	0.011	0.008	-0.038
O	17.634	9.478	15.281	-0.003	0.011	-0.058
O	17.356	7.117	16.495	-0.003	-0.006	-0.028
O	3.102	1.797	21.51	-0.011	0.001	-0.051
O	-2.718	-11.12	19.217	0.011	0	-0.03
O	-2.008	11.252	21.509	-0.019	-0.003	-0.052
O	-5.07	4.715	20.307	0.013	0.015	-0.036
O	-1.653	9.572	16.323	-0.006	-0.006	-0.023
O	6.786	9.346	27.854	-0.004	0.003	-0.02
O	-0.655	1.29	15.046	-0.014	0.015	-0.045
O	-0.731	12.675	23.206	0.002	-0.018	-0.029
O	-8.65	25.051	18.669	0.019	0.013	-0.045
O	9.273	10.822	18.437	-0.004	-0.005	-0.026
O	-8.152	19.036	17.072	0.001	0	-0.024
O	-6.515	-4.151	22.338	0.015	0	-0.054
O	9.604	-11.3	22.359	0.006	-0.015	-0.047
O	18.744	0.981	19.022	-0.002	-0.02	-0.045
O	8.941	-4.112	14.954	0.009	0.001	-0.042
O	16.406	-5.105	26.957	-0.003	0.015	-0.043
O	0.343	3.638	24.97	-0.008	-0.018	-0.052
O	14.94	7.373	18.946	0.004	-0.01	-0.032
O	4.641	2.601	23.618	0	0.001	-0.013
O	4.567	6.024	17.235	-0.008	0.017	-0.043
O	0.421	10.49	22.162	0.012	-0.007	-0.036
O	11.316	19.714	26.173	-0.012	-0.005	-0.027
O	10.955	5.955	17.062	-0.005	-0.016	-0.039
O	11.358	-4.154	17.67	0.003	0	-0.023
O	5.05	9.336	22.14	-0.013	-0.004	-0.033
O	5.591	27.027	17.048	0	0.004	-0.031
O	20.742	6.58	24.775	0.019	0.002	-0.036
O	-4.04	11.176	24.337	0.005	-0.01	-0.027
O	2.408	5.233	25.698	0	0	-0.025
O	3.597	14.929	21.626	0.015	0	-0.033
O	-2.584	2.174	21.733	0.004	-0.013	-0.041
O	15.591	11.681	14.888	-0.003	0.011	-0.052
O	19.15	8.153	13.745	-0.008	0.005	-0.024
O	-0.1	-4.977	17.512	-0.015	0.003	-0.041
O	16.079	5.221	20.145	-0.018	0.014	-0.041
O	4.696	-5.469	27.08	-0.005	0.012	-0.044
O	40.892	9.1	25.278	-0.005	0.012	-0.028
O	12.338	1.992	19.485	-0.017	0.001	-0.047
O	9.681	4.149	15.579	0.002	0.006	-0.03
O	-12.952	8.253	16.464	-0.002	0	-0.028
O	2.612	11.806	22.279	-0.008	-0.017	-0.049
O	-5.466	2.638	17.341	-0.019	0.015	-0.042
O	12.753	22.87	21.407	-0.008	-0.014	-0.054
O	8.051	2.68	13.822	0.002	-0.002	-0.018
O	3.663	0.187	23.651	-0.002	0.001	-0.029
O	13.964	23.06	23.624	0.003	0.015	-0.04
O	8.123	8.24	13.965	0.006	-0.007	-0.02
O	7.428	9.909	23.003	-0.01	-0.014	-0.037
O	6.918	6.672	25.644	-0.009	-0.005	-0.031
O	5.043	15.635	17.053	0.011	0.021	-0.045
O	16.587	4.996	27.123	0.015	-0.012	-0.042
O	10.073	17.138	18.959	0.016	0.002	-0.048
O	14.834	8.122	21.442	0.013	0.009	-0.047
O	15.772	5.307	17.503	0.02	-0.001	-0.065
O	5.434	0.493	21.248	-0.004	-0.006	-0.021
O	12.553	25.094	25.245	0.016	0.013	-0.053
O	13.291	8.84	27.64	-0.016	0.007	-0.039
O	6.208	26.288	14.619	0.004	-0.005	-0.04
O	-2.896	-2.749	24.353	0.008	0.006	-0.033
O	0.418	15.209	14.876	0.014	-0.015	-0.047
O	28.898	-0.047	21.191	0.009	0.011	-0.032
O	12.352	14.831	27.748	-0.006	0.005	-0.025
O	17.788	11.328	19.798	-0.012	-0.004	-0.053
O	18.915	13.763	14.204	0.005	-0.003	-0.013
O	20.99	22.952	14.762	-0.007	-0.006	-0.051
O	13.789	19.186	26.877	-0.013	0.016	-0.037
O	10.002	16.52	21.475	-0.01	0.011	-0.032
O	-9.922	7.397	23.302	0.002	0.021	-0.039
O	29.051	25.25	22.746	0.007	-0.016	-0.036
O	6.616	12.875	16.088	0.006	0.007	-0.025
O	9.281	-9.491	24.506	0.009	-0.014	-0.034
O	-19.745	-18.396	17.71	0.001	0.012	-0.028
O	-10.205	4.08	18.022	0.012	-0.021	-0.045
O	-11.277	25.077	19.594	0.012	-0.004	-0.038
O	-5.014	-2.205	21.639	-0.002	-0.012	-0.023
O	3.985	-9.209	21.285	0.001	0	-0.02
O	6.374	22.804	19.131	-0.004	-0.014	-0.033
O	-2.694	20.431	23.413	0	-0.012	-0.03
O	11.789	27.836	20.879	0.007	-0.003	-0.03
O	-13.625	-6.876	21.012	0	-0.005	-0.025
O	2.131	5.416	21.335	-0.001	0.001	-0.026
O	4.611	4.626	21.985	-0.016	0.014	-0.038
O	2.104	-14.02	23.821	0.007	-0.006	-0.037
O	25.099	11.637	24.575	0.007	0.01	-0.033
O	9.919	-3.351	19.749	-0.011	-0.007	-0.06
O	12.295	15.26	15.291	-0.007	-0.011	-0.059
O	12.685	7.926	16.962	0.015	0.013	-0.038
O	-2.555	12.012	16.63	0.014	-0.009	-0.039
O	12.76	12.599	26.599	-0.006	-0.007	-0.061
O	6.645	2.761	22.089	0.005	-0.012	-0.02
O	17.742	11.828	24.681	0.013	-0.002	-0.042
O	3.982	11.575	24.57	-0.017	0.003	-0.033
O	4.147	5.088	19.551	0.019	-0.002	-0.051
O	4.678	5.501	27.084	-0.014	0.014	-0.043
O	16.704	3.707	22.294	0.003	0.017	-0.049
O	7.73	-2.436	26.775	-0.017	0.008	-0.04
O	14.602	17.053	19.653	0.001	-0.001	-0.028
O	22.295	-8.205	16.521	-0.002	0.006	-0.025
O	11.344	7.129	27.107	-0.004	0.01	-0.029
O	22.572	4.772	23.915	-0.005	-0.019	-0.038
O	3.062	7.541	26.919	0.009	-0.014	-0.032
O	14.947	6.782	28.106	0.005	-0.002	-0.016
O	22.739	11.024	25.181	0.017	-0.008	-0.032
H	2.197	0.514	35.989	-0.37	0.207	-0.221
H	0.549	2.153	35.989	0.29	-0.257	-0.265
H	3.315	4.87	36.025	0.215	-0.225	-0.303
H	4.944	3.212	36.025	-0.297	0.326	-0.176
H	2.206	5.981	36.044	-0.215	0.277	-0.219
H	0.55	7.611	36.044	0.289	-0.275	-0.227
H	4.912	8.709	36.046	-0.193	0.4	-0.224
H	3.262	10.346	36.046	0.24	-0.308	-0.263
H	2.175	11.422	36.012	-0.317	0.25	-0.254
H	0.545	13.079	36.012	0.326	-0.245	-0.277
H	3.284	15.773	35.952	0.339	-0.182	-0.307
H	4.94	14.141	35.952	-0.414	0.278	-0.221
H	7.675	0.508	35.936	-0.426	0.476	-0.196
H	6.017	2.137	35.936	0.261	-0.217	-0.368
H	8.697	4.851	35.963	0.128	-0.32	-0.313
H	10.345	3.212	35.963	-0.351	0.318	-0.231
H	7.602	5.963	36.037	-0.218	0.28	-0.218
H	5.977	7.625	36.037	0.198	-0.37	-0.275
H	8.712	10.38	35.992	0.298	-0.305	-0.22
H	10.354	8.736	35.992	-0.172	0.292	-0.258
H	7.637	11.455	35.969	-0.193	0.359	-0.278
H	5.994	13.1	35.969	0.342	-0.323	-0.247
H	8.671	15.847	35.919	0.438	-0.439	-0.247
H	10.315	14.204	35.919	-0.214	0.239	-0.358
H	13.045	0.516	35.965	-0.412	0.123	-0.272
H	11.396	2.153	35.965	0.285	-0.338	-0.282
H	15.791	3.224	35.975	-0.373	0.203	-0.225
H	14.134	4.853	35.975	0.216	-0.34	-0.265
H	11.449	7.609	35.974	0.158	-0.301	-0.268
H	13.064	5.937	35.974	-0.289	0.303	-0.234
H	14.166	10.351	36.001	0.187	-0.235	-0.284
H	15.794	8.692	36.001	-0.298	0.283	-0.231
H	11.4	13.119	36.041	0.302	-0.275	-0.189
H	13.046	11.478	36.041	-0.248	0.176	-0.267
H	15.8	14.152	36.012	-0.355	0.217	-0.266
H	14.141	15.779	36.012	0.311	-0.246	-0.237
H	0.82	1.878	5.987	-0.269	0.246	0.273
H	-0.837	3.508	5.987	0.358	-0.246	0.221
H	3.572	-0.843	5.987	-0.347	0.305	0.274
H	1.916	0.789	5.987	0.273	-0.238	0.268
H	-0.826	8.984	6.001	0.305	-0.265	0.225
H	0.821	7.344	6.001	-0.264	0.232	0.241
H	1.931	6.251	6.008	0.256	-0.27	0.217
H	3.574	4.607	6.008	-0.156	0.314	0.282
H	-0.818	14.43	6.036	0.31	-0.197	0.283
H	0.828	12.789	6.036	-0.277	0.331	0.256
H	3.534	10.08	6.024	-0.247	0.289	0.252
H	1.883	11.716	6.024	0.262	-0.369	0.212
H	4.672	3.489	5.99	0.231	-0.231	0.249
H	6.315	1.845	5.99	-0.445	0.321	0.251
H	7.345	0.832	6.007	0.422	-0.325	0.256
H	8.992	-0.808	6.007	-0.355	0.363	0.301
H	4.621	9.002	6.051	0.241	-0.344	0.214
H	6.25	7.344	6.051	-0.189	0.259	0.295
H	7.348	6.222	5.978	0.187	-0.282	0.229
H	8.979	4.566	5.978	-0.359	0.292	0.225
H	4.628	14.446	5.99	0.42	-0.258	0.22
H	6.282	12.812	5.99	-0.279	0.305	0.284
H	8.989	10.103	5.992	-0.217	0.252	0.294
H	7.346	11.747	5.992	0.297	-0.342	0.226
H	11.678	1.861	6.003	-0.314	0.273	0.3
H	10.04	3.51	6.003	0.35	-0.274	0.263
H	12.745	0.802	5.981	0.352	-0.291	0.218
H	14.41	-0.819	5.981	-0.261	0.254	0.251
H	10.093	8.997	5.96	0.252	-0.246	0.244
H	11.713	7.33	5.96	-0.189	0.371	0.225
H	14.41	4.573	5.991	-0.293	0.275	0.274
H	12.778	6.228	5.991	0.23	-0.315	0.255
H	10.013	14.502	5.981	0.449	-0.349	0.224
H	11.657	12.858	5.981	-0.2	0.174	0.273
H	14.432	10.077	5.989	-0.212	0.361	0.232
H	12.794	11.726	5.989	0.213	-0.188	0.266

Results
free energy: -284449.309 eV
free energy less fixed offsets of H -15.71, O -570.45, Si -639.56 eV per atom: -4.829 eV

The program warned: the cutoff lies below the one the program advises for these potential files; the forces do not sum to zero within the program's tolerance; empty levels may hold ghost states of the PAW files; the exchange-correlation potential is rough where the density is thin.
